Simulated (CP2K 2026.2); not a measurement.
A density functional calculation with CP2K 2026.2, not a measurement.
Periodic cell of 509 atoms, Si360O149, from a study of silicon, its oxide and their interface. The atomic structure is a simulated model.
Doubt: the forces sum to 2.75 eV/angstrom along one axis rather than to zero, so they err by at least 0.0054 eV/angstrom per atom on average; the grid cutoff is modest.

Settings
functional: PBE
method: Gaussian and plane waves
basis set: DZVP-MOLOPT-SR-GTH
pseudopotentials: GTH-PBE
grid cutoff: 350 Ry, relative cutoff 50 Ry
k points: Gamma only
occupations: fixed
spin: none
net charge: 0

Cell vectors (angstrom)
a 16.32 0 0
b 0 16.32 0
c -3.7504 -7.7517 33.892

Atoms and the computed forces on them: element, x, y, z (angstrom), force x, y, z (eV/angstrom)
Si 15.412 14.567 1.53 0.165 -0.179 0.563
Si 0.8 1.77 1.512 -0.103 0.326 0.659
Si 15.432 3.553 1.472 0.287 -0.066 0.528
Si 1.831 6.473 1.366 -0.021 -0.034 -0.039
Si 14.444 9.967 1.664 -0.043 -0.013 -0.03
Si 0.8 12.811 1.518 -0.196 0.094 0.594
Si 5.542 -0.066 2.678 -0.047 -0.004 -0.06
Si 7.391 0.746 1.398 0.062 -0.074 0.022
Si 3.553 4.718 1.385 -0.208 0.084 0.621
Si 7.392 6.139 1.645 0.152 -0.144 0.531
Si 4.281 9.399 1.403 -0.235 0.139 0.676
Si 6.584 12.543 1.375 0.203 -0.136 0.755
Si 9.256 15.45 1.265 -0.212 0.139 0.394
Si 12.298 1.57 1.358 -0.069 -0.071 0.708
Si 9.136 4.477 1.733 -0.034 0.023 -0.043
Si 11.671 7.246 1.481 -0.02 0.015 0.008
Si 10.888 10.729 2.648 -0.009 -0.014 -0.093
Si 12.767 11.686 1.594 0.138 -0.176 0.671
Si -0.043 0.016 2.842 -0.005 -0.013 -0.024
Si 2.663 2.814 2.572 0.007 -0.016 -0.081
Si 0.085 5.406 2.607 -0.009 0.057 -0.015
Si 2.734 8.186 2.702 0.009 0.036 -0.035
Si -0.082 10.988 2.772 0.065 0.012 -0.042
Si 2.647 13.617 2.766 -0.01 -0.031 -0.027
Si 4.27 14.672 1.443 -0.031 0.226 0.73
Si 8.137 2.611 2.73 -0.011 -0.022 0.027
Si 5.422 5.385 2.737 -0.007 0.034 -0.035
Si 8.253 8.037 2.775 -0.042 0.021 -0.082
Si 5.504 10.906 2.7 0.003 0.021 -0.043
Si 8.229 13.7 2.584 0.04 0.009 -0.035
Si 10.95 0.062 2.624 0.044 0.026 -0.025
Si 13.64 2.803 2.809 -0.009 0.027 -0.02
Si 10.822 5.558 2.919 0.043 0.026 0.004
Si 13.451 8.168 2.762 0.009 -0.061 -0.036
Si 9.946 8.908 1.364 0.145 -0.079 0.535
Si 13.667 13.536 2.753 -0.002 0.031 -0.066
Si 14.863 1.32 4.176 0.044 0.054 -0.015
Si 1.363 4.084 4.097 -0.016 -0.012 -0.033
Si 14.959 6.773 3.946 0.019 -0.012 -0.021
Si 1.323 9.541 4.011 0.017 0.021 0.02
Si 14.967 12.282 4.245 0.003 -0.02 0.001
Si 1.401 15.035 4.166 -0.042 -0.024 -0.023
Si 4.1 1.397 3.91 -0.011 0.007 0.002
Si 6.692 3.928 4.093 0.03 -0.01 0
Si 4.144 6.855 4.092 -0.052 0.006 -0.042
Si 6.858 9.5 4.024 -0.009 -0.006 0.024
Si 4.039 12.194 4.058 0.059 0.038 0.014
Si 6.847 14.916 4.096 -0.004 0.039 0.002
Si 9.603 1.371 4.084 -0.037 -0.019 -0.031
Si 12.274 4.166 4.124 -0.03 -0.019 0.024
Si 9.498 6.821 4.332 0.057 0.026 -0.021
Si 12.163 9.488 4.209 0.012 -0.054 -0.066
Si 9.538 12.221 3.914 -0.022 0.003 0.029
Si 12.233 14.938 3.996 -0.008 0.015 0.004
Si 13.525 -0.051 5.48 -0.02 -0.022 0.003
Si -0.011 2.707 5.444 -0.024 0.021 0.005
Si 13.65 5.493 5.45 0.001 -0.011 0.024
Si -0.032 8.154 5.354 -0.008 0.012 0.01
Si 13.571 10.875 5.502 -0.01 0.029 0.019
Si 0.033 13.657 5.515 0.005 -0.006 0.036
Si 2.794 0.075 5.414 0.032 0.036 0.025
Si 5.367 2.649 5.469 -0.02 -0.043 0.025
Si 2.746 5.461 5.423 0.009 0.006 -0.037
Si 5.486 8.194 5.447 0.011 -0.004 0.024
Si 2.698 10.847 5.425 0.002 0.006 0.01
Si 5.434 13.566 5.412 0.014 -0.049 -0.009
Si 8.199 -0.002 5.426 -0.005 -0.018 -0.044
Si 10.911 2.753 5.452 -0.008 0.02 0.014
Si 8.073 5.353 5.459 0 0.009 -0.015
Si 10.862 8.178 5.621 -0.011 0.026 0.056
Si 8.194 10.897 5.366 -0.001 -0.018 0.012
Si 10.872 13.567 5.349 0.002 -0.001 0.009
Si 14.944 -1.345 6.841 0.011 0.002 0.025
Si 1.383 1.377 6.793 0.002 -0.016 0.004
Si 14.971 4.087 6.803 -0.002 0.025 -0.009
Si 1.352 6.817 6.751 -0.054 0.001 -0.003
Si 14.962 9.497 6.793 0.027 -0.041 -0.001
Si 1.38 12.238 6.808 -0.004 -0.001 0.002
Si 4.111 -1.346 6.768 0.002 0.021 -0.001
Si 6.801 1.325 6.79 -0.009 0.024 0.02
Si 4.058 4.077 6.807 0.007 -0.011 0.007
Si 6.779 6.781 6.814 0.01 -0.011 -0.01
Si 4.083 9.521 6.792 0.002 -0.001 0.014
Si 6.806 12.215 6.763 0.002 -0.009 -0.01
Si 9.538 -1.389 6.765 -0.01 -0.024 -0.001
Si 12.218 1.358 6.824 0.003 -0.007 0.002
Si 9.502 4.064 6.812 0.012 -0.008 -0.003
Si 12.278 6.801 6.861 0.025 -0.02 0.012
Si 9.486 9.581 6.854 -0.007 0 0.01
Si 12.21 12.261 6.804 -0.015 0.007 -0.001
Si 0.011 0.02 8.16 -0.003 0.005 0.004
Si 2.709 2.732 8.178 -0.012 0.02 0.009
Si 0.012 5.456 8.148 0.007 -0.018 -0.005
Si 2.711 8.157 8.141 0.02 -0.001 -0.01
Si 0.005 10.871 8.147 -0.007 0.021 0.003
Si 2.741 13.615 8.14 0.003 0.002 -0.002
Si 5.455 -0.02 8.166 0.018 -0.003 -0.008
Si 8.146 2.699 8.16 -0.02 -0.006 0.001
Si 5.419 5.433 8.172 -0.002 0.013 0.005
Si 8.141 8.159 8.165 0.019 -0.002 -0.003
Si 5.446 10.879 8.151 0 -0.009 -0.003
Si 8.161 13.587 8.132 0.002 0.001 -0.003
Si 10.865 -0.018 8.164 -0.005 0.014 -0.011
Si 13.603 2.721 8.159 0.01 -0.004 -0.008
Si 10.878 5.426 8.166 0.003 0.016 -0.002
Si 13.626 8.166 8.2 -0.028 0.009 0.011
Si 10.869 10.917 8.192 0 -0.007 0.014
Si 13.586 13.599 8.175 0.009 -0.011 0.007
Si -1.366 1.369 14.964 0.002 -0.005 -0.005
Si 1.329 4.081 14.956 0.003 -0.005 -0.011
Si -1.353 6.798 14.983 0 -0.005 0
Si 1.355 9.528 14.972 -0.003 0.004 0.002
Si -1.346 12.251 14.968 -0.003 0.007 -0.009
Si 1.369 -1.362 14.967 -0.009 -0.004 -0.006
Si 4.07 1.34 14.977 -0.003 -0.002 -0.001
Si 6.784 4.064 14.949 0.006 0.01 -0.003
Si 4.063 6.8 14.943 0.001 0.006 -0.008
Si 6.804 9.52 14.942 -0.006 0 -0.003
Si 4.07 12.244 14.959 0.014 -0.011 -0.001
Si 6.787 -1.367 14.949 0.019 -0.02 -0.009
Si 9.514 1.355 14.95 0.019 -0.003 -0.002
Si 12.252 4.093 14.958 -0.013 0.003 0.005
Si 9.523 6.806 14.958 0.007 -0.016 -0.006
Si 12.255 9.527 14.965 0.015 -0.013 -0.005
Si 9.529 12.246 14.945 -0.017 0.019 -0.009
Si 12.244 -1.356 14.964 -0.002 0.006 -0.009
Si 13.603 0.004 16.323 -0.014 -0.007 -0.016
Si -0.039 2.748 16.339 -0.018 0.021 -0.009
Si 13.627 5.418 16.348 0.006 -0.017 0.021
Si 0.004 8.166 16.343 0.016 0.006 0.003
Si 13.62 10.889 16.327 -0.006 0.014 -0.009
Si 0.019 -2.717 16.337 0.006 -0.011 0
Si 2.733 -0.037 16.355 0.018 -0.016 0.017
Si 5.435 2.701 16.325 -0.002 -0.003 0.004
Si 2.682 5.45 16.296 -0.016 0.017 -0.024
Si 5.425 8.166 16.285 -0.002 -0.005 -0.012
Si 2.721 10.885 16.329 0.004 0.016 -0.002
Si 5.402 -2.691 16.32 -0.02 0.023 -0.003
Si 8.161 -0.025 16.304 -0.02 0.005 -0.012
Si 10.888 2.719 16.287 -0.012 -0.009 -0.006
Si 8.147 5.431 16.291 0.012 0.003 -0.008
Si 10.876 8.185 16.32 -0.017 0.029 -0.001
Si 8.19 10.867 16.29 0.011 -0.019 -0.009
Si 10.881 -2.718 16.316 0.027 -0.026 -0.014
Si -1.405 -1.407 17.675 0.016 0.001 0.026
Si 1.326 1.349 17.619 0.039 -0.008 -0.03
Si -1.359 4.084 17.803 -0.002 -0.006 -0.016
Si 1.32 6.763 17.712 0.002 -0.026 -0.019
Si -1.29 9.59 17.697 -0.014 -0.005 0.029
Si 1.44 -4.017 17.71 0.008 0.014 -0.034
Si 4.071 -1.385 17.801 0.008 -0.002 -0.02
Si 6.735 1.249 17.672 -0.008 0.011 -0.028
Si 4.073 4.123 17.621 0.004 -0.025 0.007
Si 6.831 6.857 17.623 0.013 0.006 -0.029
Si 4.032 9.463 17.667 -0.003 0.006 0.021
Si 6.799 12.241 17.566 0.001 -0.038 -0.016
Si 9.58 -1.309 17.676 0.019 -0.015 0.041
Si 12.296 1.431 17.666 0.02 0.043 -0.036
Si 9.456 4.002 17.623 0.01 -0.003 -0.006
Si 12.248 6.808 17.632 -0.008 -0.043 0.002
Si 9.547 9.56 17.722 0.011 0.005 -0.014
Si 12.197 12.198 17.675 -0.029 -0.006 -0.029
Si -0.037 -0.013 18.961 0.014 0.031 0.02
Si 2.687 2.741 18.915 -0.03 0.033 0.047
Si -0.014 5.468 19.185 -0.026 0.036 0.01
Si 2.678 8.086 19.077 0.035 0.037 0.019
Si 0.136 10.952 19.066 -0.024 -0.009 0.029
Si 2.748 -2.74 19.234 -0.027 -0.023 -0.009
Si 5.409 -0.022 19.19 0.013 0.037 0.001
Si 8.111 2.569 18.977 0.07 -0.013 0.018
Si 5.46 5.514 18.931 -0.052 0.007 0.006
Si 8.158 8.21 19.037 -0.037 -0.018 -0.023
Si 5.429 10.881 18.889 -0.012 0.049 0.019
Si 8.162 -2.725 18.892 -0.033 0.008 0.049
Si 10.987 0.095 19.026 -0.047 -0.028 0.036
Si 13.596 2.712 19.181 -0.034 -0.009 -0.005
Si 10.831 5.398 18.883 0.018 0.033 -0.006
Si 13.607 8.221 18.958 -0.037 0.035 0.038
Si 10.885 10.903 19.16 0.014 -0.009 -0.023
Si 13.54 -2.801 19.028 -0.002 0.032 0.029
Si -1.328 1.256 20.478 -0.026 0.038 0.066
Si 1.416 4.031 20.421 0.01 0.007 0.01
Si -1.41 6.952 20.446 0.032 0.002 0.067
Si 1.443 9.536 20.483 0.046 0.008 0.047
Si -1.346 -4.095 20.384 -0.009 -0.028 0.009
Si 1.268 -1.29 20.441 0.051 -0.009 0.079
Si 3.942 1.433 20.412 0.027 -0.02 0.062
Si 6.695 3.982 20.174 -0.028 -0.018 0.029
Si 4.143 6.793 20.425 0.004 0.047 -0.012
Si 6.775 9.628 20.323 0.034 -0.019 0.031
Si 4.195 -4.226 20.468 -0.025 -0.001 0.011
Si 6.864 -1.484 20.397 -0.04 -0.013 0.036
Si 9.531 1.323 20.429 0.004 0.045 0.02
Si 12.141 4.158 20.388 0.014 0.009 0.098
Si 9.522 6.76 20.259 0.002 -0.033 0.081
Si 12.289 9.487 20.46 -0.012 0.018 0.058
Si 9.477 -3.961 20.39 -0.012 0.011 0.034
Si 12.301 -1.321 20.391 0.064 -0.032 0.022
Si -2.198 -0.568 21.761 0.032 -0.017 0.054
Si -1.419 -1.217 30.465 -0.14 0.084 0.138
Si 13.007 6.046 21.521 -0.164 0.179 -0.689
Si -2.568 -4.712 23.661 0.131 -0.495 -0.511
Si -2.202 10.411 21.68 -0.026 -0.019 0.036
Si -0.454 -2.32 21.686 -0.022 0.034 0.015
Si 3.135 -5.792 26.769 -0.028 0.025 -0.15
Si 4.925 3.239 21.565 -0.228 0.127 -0.593
Si 3.227 4.988 21.639 -0.01 -0.037 0.043
Si 0.409 7.495 24.475 0.003 0.003 -0.007
Si 3.356 10.26 21.774 -0.019 -0.031 -0.027
Si 5.977 -3.252 21.698 0.02 -0.039 -0.026
Si 8.664 -0.566 21.595 -0.03 -0.027 0.004
Si 10.508 3.074 21.717 0.187 -0.235 -0.723
Si 8.232 5.163 21.411 0.088 0.144 -0.671
Si 11.222 7.693 21.589 0.005 -0.024 0.052
Si 7.731 11.354 21.636 -0.217 0.248 -0.475
Si 10.443 -2.141 21.569 0.021 0.036 -0.027
Si 13.498 -0.095 24.004 0.224 -0.08 -0.613
Si 0.382 2.311 21.705 0.009 0.033 0.037
Si 0.003 3.207 23.892 -0.021 -0.343 -0.635
Si 11.981 6.529 28.832 0.046 0.008 -0.003
Si 1.059 -1.224 26.005 -0.034 0.018 -0.169
Si 0.147 -3.32 23.744 -0.113 0.359 -0.593
Si 2.094 0.585 21.643 -0.156 0.146 -0.655
Si 5.715 1.822 24.255 -0.069 0 -0.064
Si 2.418 5.307 23.82 0.351 0.006 -0.631
Si 5.186 8.542 21.668 -0.292 0.207 -0.43
Si -0.421 8.743 21.726 -0.236 0.111 -0.578
Si 5.049 -2.759 23.799 0.374 -0.059 -0.622
Si 10.831 1.476 24.299 0.061 0.06 -0.17
Si 11.097 3.376 26.703 -0.009 -0.006 0.027
Si 9.491 -5.461 24.099 -0.255 -0.058 -0.083
Si 12.996 -4.964 26.492 -0.104 0.088 -0.022
Si 11.46 9.079 30.661 0.004 0.04 0.012
Si 11.318 -3.056 23.512 -0.271 0.516 -0.286
Si -0.808 1.266 25.872 -0.013 0.008 -0.011
Si -3.005 3.843 32.575 0.034 0.009 0.132
Si 10.625 -2.278 29.908 0.074 0.055 -0.031
Si -2.885 -0.679 33.139 0.394 -0.027 0.533
Si -2.337 -6.518 32.392 -0.006 -0.007 0.116
Si 11.289 1.742 33.39 -0.128 0.006 0.671
Si 2.84 -5.043 23.824 0.1 -0.485 -0.581
Si 8.29 -4.618 26.87 0.046 0.034 0.02
Si 11.12 -2.687 32.826 -0.068 -0.045 0.099
Si 7.128 5.202 28.568 -0.04 0.038 0.039
Si 7.522 4.256 32.829 0.124 -0.069 0.118
Si 4.823 -5.203 31.545 -0.044 0.033 0.106
Si -0.036 5.291 30.806 -0.556 -0.053 -0.155
Si 6.209 8.75 30.291 -0.059 -0.113 -0.036
Si 3.013 -3.145 30.653 -0.085 -0.056 -0.108
Si 3.836 -0.197 30.145 0.001 0.112 0.007
Si 6.13 6.816 26.394 -0.03 -0.012 0.025
Si 10.056 8.289 33.323 0.187 -0.037 -0.045
Si -2.024 5.426 24.344 -0.027 -0.031 -0.064
Si 9.101 2.156 31.31 0 0.01 0.108
Si -2.172 4.898 29.993 0.542 0.105 0.043
Si -2.706 2.465 28.095 0.034 -0.126 -0.008
Si 1.977 5.768 28.625 0.046 0.003 0.01
Si 2.6 -6.588 33.263 0.29 -0.217 0.63
Si 6.632 -4.058 33.854 -0.269 0.273 0.547
Si 7.085 -2.038 25.946 0.03 -0.026 0.021
Si 10.739 -4.984 28.538 0.08 -0.026 0.037
Si 6.03 9.627 27.365 -0.018 -0.029 0.157
Si 8.108 -0.543 30.38 0.094 -0.014 0.123
Si 10.212 7.941 23.719 0.191 -0.148 -0.65
Si 9.901 4.216 29.266 -0.047 -0.015 -0.129
Si 4.66 6.175 30.297 0.031 -0.058 -0.027
Si 8.147 -0.076 23.797 0.174 -0.274 -0.56
Si 12.565 -2.022 25.972 -0.079 0.041 0.006
Si 1.04 0.32 30.975 0.014 -0.007 0.107
Si 1.1 -4.121 32.727 -0.142 0.095 0.069
Si 7.12 6.995 23.561 0.013 0.214 -0.054
Si 3.783 4.794 26.494 0.015 0.006 -0.03
Si 5.978 2.812 27.01 -0.144 -0.05 -0.007
Si 3.407 -0.13 24.395 -0.07 -0.007 -0.063
Si 1.501 -3.543 27.958 0.075 -0.139 0.037
Si 2.326 -0.045 33.564 0.08 -0.054 0.016
Si 11.746 6.093 25.847 0.061 -0.016 -0.081
Si 4.656 1.477 32.467 0.1 -0.153 0.221
Si 7.346 7.161 32.574 -0.247 0.059 0.145
Si -0.892 -5.599 28.224 0.094 0.07 0.087
Si 4.629 4.311 32.766 -0.027 0.041 0.063
Si -1.24 -4.357 30.967 0.017 0.089 -0.059
Si 0.184 7.963 32.503 -0.014 -0.043 0.087
Si 12.647 -0.418 28.627 -0.039 -0.022 -0.066
Si 5.943 -0.11 28.158 0.099 -0.088 -0.012
Si 0.903 8.486 27.427 -0.027 -0.031 -0.161
Si 8.359 -1.515 33.303 -0.179 0.391 0.506
Si -0.277 2.754 32.382 0.024 -0.03 0.103
Si 14.969 1.374 9.524 0.011 0.02 0.002
Si 1.353 4.094 9.527 -0.003 0.009 0.012
Si 14.978 6.796 9.536 0.005 0.004 0.003
Si 1.365 9.521 9.512 0 -0.007 0.003
Si 14.958 12.229 9.514 -0.015 -0.005 0.003
Si 1.366 -1.36 9.507 -0.004 -0.009 -0.007
Si 4.083 1.354 9.511 0.01 -0.005 -0.011
Si 6.794 4.073 9.519 0.018 0.012 -0.003
Si 4.059 6.798 9.521 -0.012 -0.023 0.009
Si 6.784 9.511 9.527 -0.02 -0.02 0.004
Si 4.091 12.251 9.506 0.021 0.02 0.008
Si 6.81 -1.377 9.515 -0.01 0 0.012
Si 9.505 1.343 9.523 -0.022 -0.018 0.011
Si 12.235 4.068 9.524 -0.011 -0.016 0.005
Si 9.524 6.807 9.517 0.005 0.017 0.001
Si 12.242 9.537 9.527 0.001 0.013 0.001
Si 9.507 12.259 9.54 0.014 -0.01 0.004
Si 12.238 -1.355 9.533 0.001 0.004 0.003
Si 13.607 0.007 10.882 0.006 -0.007 0.003
Si -0.003 2.733 10.888 -0.003 0.01 0.003
Si 13.598 5.436 10.877 0.001 0.002 -0.003
Si 0.01 8.166 10.886 -0.003 -0.012 0.008
Si 13.605 10.883 10.892 -0.001 -0.007 -0.003
Si 0 13.601 10.867 0 -0.005 0.005
Si 2.721 -0.002 10.875 -0.001 0.009 0
Si 5.432 2.715 10.879 -0.001 0.005 0.004
Si 2.71 5.442 10.893 -0.002 -0.004 0.007
Si 5.423 8.156 10.884 -0.001 0.01 0.005
Si 2.725 10.889 10.864 0 0 0
Si 5.442 13.599 10.878 0.018 -0.008 0.006
Si 8.153 -0.011 10.885 0.008 -0.004 0.002
Si 10.873 2.709 10.879 0.004 -0.003 -0.001
Si 8.16 5.439 10.872 -0.006 -0.003 0
Si 10.882 8.168 10.878 0.008 -0.005 0.002
Si 8.155 10.873 10.88 -0.002 0.007 0.001
Si 10.878 13.609 10.895 -0.024 0.009 0.006
Si -1.348 -1.352 12.24 -0.011 -0.003 -0.002
Si 1.36 1.361 12.236 0.002 0.003 -0.007
Si 14.951 4.084 12.246 -0.002 -0.001 0
Si 1.359 6.81 12.249 0.003 0.002 0.001
Si 14.961 9.515 12.249 0.004 0.007 0
Si 1.355 12.237 12.229 -0.001 -0.002 -0.007
Si 4.079 -1.362 12.239 0.009 -0.007 -0.008
Si 6.794 1.359 12.236 -0.001 -0.008 -0.008
Si 4.063 4.065 12.245 0.007 0.006 -0.002
Si 6.79 6.788 12.234 0.004 -0.004 -0.003
Si 4.076 9.533 12.239 -0.002 -0.008 0.005
Si 6.796 12.235 12.232 -0.006 -0.003 -0.005
Si 9.512 -1.362 12.25 0.002 0.013 0.005
Si 12.235 1.355 12.242 -0.006 0.007 -0.002
Si 9.524 4.084 12.239 -0.005 -0.003 -0.008
Si 12.245 6.806 12.234 0 0.001 -0.004
Si 9.523 9.522 12.244 0.006 -0.003 -0.002
Si 12.251 12.251 12.246 0.007 -0.006 -0.004
Si 0.009 0.01 13.61 0.019 0.015 -0.007
Si 2.705 2.707 13.618 -0.006 -0.011 -0.001
Si -0.01 5.452 13.598 0.004 0.007 0.002
Si 2.715 8.179 13.6 0.012 0.009 0.001
Si -0.002 10.88 13.602 -0.017 -0.02 -0.003
Si 2.71 -2.725 13.592 -0.007 -0.014 0.002
Si 5.435 0.004 13.598 0.014 0.022 0.009
Si 8.159 2.721 13.591 0.017 0.016 -0.003
Si 5.423 5.427 13.594 -0.016 -0.023 -0.004
Si 8.154 8.15 13.589 -0.016 -0.01 -0.001
Si 5.441 10.891 13.6 0.022 0.023 -0.009
Si 8.148 -2.73 13.595 -0.01 -0.019 -0.014
Si 10.875 -0.008 13.602 -0.026 -0.027 -0.007
Si 13.592 2.718 13.599 -0.014 -0.011 -0.001
Si 10.89 5.452 13.598 0.02 0.016 -0.012
Si 13.603 8.15 13.612 -0.01 -0.012 -0.007
Si 10.896 10.885 13.598 0.007 0.016 0.005
Si 13.615 -2.707 13.606 0.018 0.016 -0.003
O 7.804 2.964 31.891 -0.527 -0.141 -0.252
O -2.64 -1.383 24.983 0.442 -0.323 0.167
O 2.384 4.955 27.288 -0.324 -0.122 -0.246
O 13.391 5.71 23.059 -0.123 -0.201 0.1
O 12.882 -3.41 23.164 0.387 0.255 -0.529
O 5.418 2.873 23.082 0.282 0.3 0.264
O 8.201 10.78 23.117 -0.136 -0.315 0.346
O 6.077 -2.921 25.043 -0.064 -0.471 0.263
O 9.324 4.144 22.101 -0.088 -0.107 0.501
O 7.216 5.778 22.52 -0.645 -0.166 0.154
O 5.573 -4.367 32.686 -0.295 0.343 0.051
O 6.06 4.24 33.554 0.002 -0.308 0.503
O 11.194 2.348 0.42 -0.397 -0.001 -0.142
O 0.18 -4.458 27.848 -0.159 0.181 -0.164
O -3.434 -7.108 31.387 0.162 -0.141 -0.148
O 5.988 8.051 23.044 -0.132 0.347 0.379
O 5.231 8.123 0.978 0.183 -0.473 0.361
O 0.196 -3.19 33.681 -0.277 0.165 -0.407
O -1.888 2.715 32.257 -0.063 -0.388 0.03
O 9.986 -1.616 33.26 0.24 0.427 0.265
O 12.4 0.567 33.269 -0.057 -0.058 0.143
O 4.577 -6.019 27.437 0.064 0.177 0.5
O 9.961 1.456 32.494 -0.279 -0.34 0.045
O 12.949 -5.374 24.922 -0.109 -0.312 -0.104
O 3.458 4.248 33.863 0.048 -0.367 -0.101
O 7.054 6.491 0.063 0.131 -0.244 -0.302
O 0.064 8.537 23.29 -0.035 0.113 0.328
O 3.828 10.118 0.012 -0.153 0.145 -0.222
O 8.699 7.43 33.389 0.14 -0.51 0.301
O 11.909 3.131 32.836 -0.17 0.283 -0.21
O -1.442 -2.793 30.745 -0.239 0.07 0.231
O 7.765 -3.026 33.331 0.382 -0.265 -0.376
O 6.954 3.867 27.7 0.549 -0.229 0.037
O 4.866 0.508 31.193 0.634 0.03 -0.293
O 10.017 3.219 30.523 0.547 0.105 0.013
O 4.339 1.135 24.777 -0.31 0.234 0.258
O 2.205 9.417 27.453 0.368 0.069 0.34
O 12.745 1.2 28.649 -0.57 -0.04 0.109
O -2.535 4.693 33.866 0.197 0.123 -0.24
O 15.009 15.126 0.022 0.307 -0.091 -0.576
O 3.527 15.201 0.093 -0.374 -0.063 -0.082
O 1.218 -2.092 27.344 0.006 0.295 0.63
O 8.518 5.04 29.348 -0.127 0.216 0.205
O 6.087 7.399 33.606 -0.234 -0.041 -0.218
O -1.944 1.061 24.723 -0.163 0.363 -0.008
O 4.748 6.068 26.786 -0.033 0.184 0.17
O 6.149 1.445 27.827 0.241 0.204 0.195
O 9.326 0.935 24.23 -0.249 0.041 0.249
O 4.409 -0.247 28.643 -0.576 -0.269 -0.458
O 11.115 2.578 23.148 0.509 0.3 0.126
O 4.391 -1.282 23.843 0.301 0.146 -0.344
O 1.347 -0.468 32.363 -0.255 -0.321 0.074
O 9.102 -4.849 25.514 0.01 0.293 0.001
O 6.989 -5.54 26.827 -0.324 0.037 -0.126
O 4.194 -4.221 30.438 0.299 -0.228 -0.757
O 3.509 4.797 24.904 0.569 -0.277 -0.115
O 8.621 7.582 23.696 -0.233 0.098 0.192
O 10.372 8.786 31.824 -0.397 0.091 -0.085
O 10.838 -3.083 31.294 -0.206 -0.424 -0.241
O 0.269 -4.643 31.451 0.21 -0.289 -0.553
O 0.996 1.066 0.041 0.06 -0.286 -0.046
O 0.359 1.734 31.313 -0.01 0.295 -0.234
O 7.331 8.09 31.247 0.516 -0.096 -0.03
O 10.574 -4.483 23.448 0.114 -0.318 -0.159
O 13.501 0.974 0.41 0.296 0.379 0.102
O 12.614 3.401 27.25 0.246 0.312 -0.067
O 0.053 -0.642 30.151 0.282 -0.029 -0.368
O 11.132 -3.958 33.816 -0.18 -0.525 -0.373
O -1.977 -0.461 31.797 0.011 0.309 -0.237
O 2.38 0.258 23.22 -0.4 0.028 0.231
O 2.506 -0.586 25.649 0.365 -0.078 0.624
O 0.243 4.245 32.035 0.376 0.1 0.189
O 10.229 9.45 24.288 0.379 0.155 0.497
O 6.854 -0.624 29.382 -0.072 -0.071 0.306
O -2.24 -0.975 29.1 0.387 -0.087 -0.335
O 3.857 -3.809 24.033 0.107 0.148 0.465
O 11.916 0.299 24.069 -0.24 -0.429 -0.185
O 5.75 1.304 33.658 0.139 0.126 -0.385
O 5.945 8.41 26.31 -0.225 0.188 -0.439
O 10.979 -3.395 28.798 0.42 0.244 -0.244
O 2.373 -3.356 32.12 0.488 0.347 0.209
O 1.853 6.797 24.189 0.224 0.359 -0.093
O 10.862 4.737 25.872 -0.519 -0.061 -0.436
O 6.72 0.681 23.725 -0.141 0.083 -0.292
O -2.045 -5.683 27.122 -0.096 -0.532 -0.316
O -3.139 4.824 31.309 -0.27 0.389 0.077
O 7.896 -3.045 26.921 0.182 0.384 0.625
O 9.179 -5.093 28.13 -0.202 -0.065 0.344
O 7.212 6.45 27.541 0.699 0.372 0.007
O 11.563 7.84 29.647 0.049 -0.03 -0.025
O 0.209 6.782 31.404 -0.053 0.118 -0.237
O 1.348 -4.418 23.666 -0.105 -0.119 -0.23
O 11.713 6.842 27.274 -0.354 0.601 0.04
O 11.071 7.039 24.742 0.118 -0.139 0.021
O 12.573 -2.017 32.879 0.43 -0.175 -0.128
O -2.792 6.079 29.056 0.402 0.514 -0.129
O 13.166 -3.358 26.639 0.416 0.09 0.231
O 3.189 1.234 33.11 -0.133 0.555 0.224
O 5.374 13.56 0.956 -0.1 -0.064 -0.521
O 1.687 8.564 32.596 0.146 -0.253 -0.253
O -1.482 1.917 27.188 0.275 0.296 0.327
O 7.775 -0.833 31.944 -0.513 -0.047 -0.021
O -1.436 3.925 24.198 -0.308 -0.364 0.073
O -1.148 -4.168 24.25 0.013 -0.322 0.137
O 11.048 -5.914 29.822 0.113 0.362 0.229
O 11.577 -0.978 29.706 -0.049 0.3 0.426
O -0.054 -0.092 26.281 -0.08 -0.077 0.294
O 1.147 4.33 23.937 -0.028 -0.044 0.052
O 4.457 5.578 31.788 0.055 0.169 0.043
O 3.656 -6.138 32.133 0.138 -0.408 -0.519
O -0.771 6.41 24.492 0.186 -0.221 0.047
O 12.45 12.074 0.029 0.201 0.168 -0.424
O 1.591 -5.359 33.637 -0.193 0.005 0.489
O 11.095 5.277 29.32 0.305 -0.049 0.253
O 13.293 5.697 25.572 0.404 0.084 0.637
O -0.929 -7.261 32.095 0.209 0.179 -0.034
O 5.889 5.405 29.583 0.198 -0.439 -0.031
O 4.613 2.973 31.867 0.168 0.204 -0.757
O 11.281 -2.418 25.029 -0.608 0.214 0.155
O 8.073 -1.249 24.926 0.288 -0.327 0.021
O 7.468 5.646 32.014 0.115 0.086 -0.504
O 0.445 8.249 25.896 -0.182 0.406 0.138
O 4.935 7.763 30.383 -0.379 0.172 0.183
O 6.641 6.343 24.95 0.115 -0.413 0.07
O 6.422 2.591 25.477 0.701 0.176 0.047
O 8.656 0.98 30.302 -0.145 0.155 -0.372
O -2.219 -4.919 32.12 -0.155 0.416 0.248
O 5.926 -6.111 30.856 0.549 0.152 -0.318
O 11.666 -5.424 27.284 -0.021 -0.254 -0.206
O 3.657 -1.693 30.668 0.294 0.095 0.332
O 1.917 -3.323 29.495 -0.234 -0.21 0.042
O 2.404 0.558 30.144 -0.037 0.558 -0.248
O -0.236 9.251 28.276 -0.266 -0.293 0.649
O 2.674 -4.286 27.137 0.453 0.365 -0.297
O 12.237 -0.953 27.148 -0.435 0.298 -0.194
O 10.971 2.089 25.768 0.123 -0.193 0.207
O 10.031 3.325 27.915 -0.484 -0.483 -0.187
O -2.142 3.425 29.267 0.406 -0.176 0.078
O 6.245 -0.985 26.839 -0.334 0.21 -0.079
O 9.13 -1.681 29.853 -0.312 -0.253 -0.387
O -1.553 -5.209 29.639 -0.574 -0.19 0.085
O 0.281 2.228 25.162 0.417 0.083 0.339
O 4.474 3.423 27.001 -0.248 -0.282 0.455
O 0.988 4.95 29.591 -0.125 -0.294 -0.323
O 0.559 -2.176 24.803 0.102 0.008 0.161
O 3.316 6.037 29.456 0.004 0.005 0.06
O 6.596 9.002 28.748 0.446 -0.361 -0.26
O 3.025 10.351 25.155 -0.113 -0.496 -0.025
O 1.221 7.11 28.175 -0.266 -0.019 0.175

Results
total energy: -103849.222 eV
total energy less fixed offsets of O -438.35, Si -107.03 eV per atom: -4.272 eV
